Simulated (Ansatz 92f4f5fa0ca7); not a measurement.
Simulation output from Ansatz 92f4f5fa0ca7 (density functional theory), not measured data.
Periodic cell of 534 atoms, Si286O176H72, with a vacuum gap, from a study of silicon, its oxide and their interface. The atomic structure is a simulated model.

Settings: functional r2SCAN; potential files Ansatz PAW; basis plane waves; wave-function cutoff 800 eV; density cutoff ratio 5; exchange-correlation grid ratio 1; k mesh 1 x 1 x 1, Gamma-centred; self-consistency stop 2e-11 eV per atom in the density residual; occupations fixed; spin none; net charge 0; applied field sawtooth along c, amplitude -0.015 V/angstrom in the program's sign convention, ramp centred at 0.9882 of c and 0.0237 of c wide, no dipole correction.

Cell vectors (angstrom)
a	16.332	0	0
b	0	16.332	0
c	0	0	42.2523

Atoms and the computed forces on them: element, x, y, z (angstrom), force x, y, z (eV/angstrom)
Si	1.313	1.12	29.802	0.002	-0.008	0.006
Si	2.645	1.995	28.087	-0.003	0.022	-0.037
Si	-0.689	5.951	28.636	0	0.015	-0.034
Si	3.45	10.195	24.254	-0.002	0.008	-0.07
Si	1.308	12.147	29.595	-0.002	0.004	0.025
Si	0.266	11.389	27.566	-0.017	-0.011	-0.05
Si	5.215	0.124	28.331	0.007	0.003	-0.029
Si	9.795	4.288	29.915	0.009	0.001	-0.017
Si	5.039	5.447	28.43	-0.006	-0.007	-0.005
Si	7.241	8.131	28.662	-0.002	-0.004	-0.019
Si	5.887	10.098	28.572	-0.008	-0.009	-0.021
Si	8.473	13.187	28.755	0	0.018	-0.015
Si	9.501	-1.518	30.033	0.005	-0.008	-0.006
Si	13.505	2.892	28.394	-0.011	-0.014	-0.026
Si	11.686	5.329	27.868	0	0.004	-0.049
Si	13.433	6.856	28.338	-0.009	-0.013	-0.025
Si	10.377	11.794	28.42	0.007	-0.007	-0.027
Si	14.835	14.87	29.733	0.005	0.007	-0.003
Si	0.188	-0.414	28.503	-0.013	0.005	-0.021
Si	3.961	4.107	29.897	-0.009	0.007	-0.006
Si	1.176	6.786	29.894	0.002	-0.01	0.009
Si	2.877	7.724	28.572	0.002	0.01	-0.012
Si	2.547	13.81	28.435	0.012	0.006	-0.037
Si	4.124	14.918	29.75	-0.016	-0.01	0
Si	6.812	1.352	29.582	0.003	0.006	0.011
Si	8.185	2.437	27.938	0.004	0	-0.038
Si	6.43	6.499	30.005	0.012	0.021	0.007
Si	9.558	9.43	29.987	-0.01	-0.004	-0.018
Si	6.787	11.976	29.793	0.011	-0.009	0.011
Si	11.066	15.477	28.398	-0.014	-0.002	-0.022
Si	12.4	1.453	29.867	0.001	0.003	-0.003
Si	14.992	4.062	29.793	-0.002	0.012	0.014
Si	12.833	7.35	30.467	0.01	0.003	-0.017
Si	14.376	9.125	30.404	-0.017	-0.011	0.008
Si	12.044	12.37	30.02	-0.005	0.005	0.002
Si	12.976	13.974	28.593	-0.002	-0.013	-0.013
Si	0.037	2.658	31.107	0.008	-0.007	0.019
Si	2.765	-0.101	31.178	-0.005	0.014	0.006
Si	-0.012	8.195	31.338	0.006	-0.008	-0.007
Si	2.584	5.437	31.288	0.014	0.004	0.006
Si	-0.066	13.491	31.058	-0.012	0.013	-0.002
Si	2.678	10.836	31.055	0.017	-0.006	-0.001
Si	5.47	2.696	31.074	-0.007	-0.003	0.002
Si	8.139	0.052	31.093	-0.002	-0.008	0.014
Si	5.299	8.029	31.362	-0.016	-0.007	0.001
Si	8.153	5.42	31.184	-0.015	0.002	0.007
Si	5.47	13.511	31.072	0.014	0.01	0.01
Si	8.167	10.811	31.305	-0.003	0.009	0.007
Si	11.029	2.802	31.263	-0.002	-0.007	-0.001
Si	13.648	-0.025	31.212	-0.006	-0.008	0.007
Si	10.946	8.245	31.413	0.01	0.004	-0.008
Si	13.749	5.399	31.373	0.002	0.011	0.013
Si	10.838	13.637	31.51	0.002	0	-0.019
Si	13.408	10.978	31.394	-0.004	-0.007	0.004
Si	1.31	4.003	32.598	0.006	0.039	0.031
Si	4.119	1.321	32.49	-0.002	0.004	0.022
Si	1.363	9.587	32.59	-0.016	-0.023	0.048
Si	3.932	6.757	32.721	0.007	-0.008	-0.011
Si	1.335	14.875	32.471	-0.004	-0.018	0.018
Si	4.046	12.221	32.452	-0.036	-0.011	0.02
Si	6.802	4.033	32.53	0.013	0.006	0.025
Si	9.542	1.404	32.496	-0.001	-0.002	0.031
Si	6.775	9.433	32.608	-0.006	-0.014	0.014
Si	9.509	6.793	32.583	0.012	0.005	0.03
Si	6.811	14.945	32.459	0.002	-0.008	0.012
Si	9.474	12.192	32.732	0.028	0.008	-0.001
Si	12.318	4.109	32.697	-0.009	0.006	0.02
Si	15.014	1.353	32.548	-0.019	-0.008	0.015
Si	12.187	9.603	32.825	0.014	-0.031	0.015
Si	15.071	6.764	32.736	-0.036	0.019	0.018
Si	12.282	15.023	32.685	0.007	0.005	0.011
Si	14.947	12.268	32.595	-0.003	-0.01	0.037
Si	0.039	-0.043	33.882	0.013	0.028	0.21
Si	2.737	2.661	33.888	0.043	-0.089	0.2
Si	0.044	5.388	34.059	0.084	-0.075	0.258
Si	2.646	8.207	34.025	0.07	-0.032	0.201
Si	-0.015	10.914	33.964	-0.007	0.011	0.192
Si	2.711	13.572	33.882	0.026	0.017	0.181
Si	5.462	-0.037	33.864	0.017	0.011	0.17
Si	8.176	2.708	33.92	-0.017	0.018	0.199
Si	5.419	5.365	33.929	-0.079	0.06	0.189
Si	8.169	8.131	33.975	-0.034	0.01	0.234
Si	5.401	10.88	33.874	0.041	-0.003	0.23
Si	8.112	13.632	33.949	-0.043	0.029	0.195
Si	10.869	0.065	33.95	0.018	-0.033	0.201
Si	13.68	2.709	33.982	0.015	-0.018	0.23
Si	10.881	5.458	33.98	0.004	-0.015	0.209
Si	13.626	8.157	34.027	0.016	-0.021	0.192
Si	10.832	10.898	34.142	-0.115	0.116	0.269
Si	13.644	13.636	34.01	-0.026	0.04	0.207
Si	1.379	1.325	35.28	0.176	-0.112	0
Si	4.061	4.007	35.293	0.185	0.103	0.221
Si	1.344	6.812	35.389	0.118	-0.081	0.458
Si	4.07	9.573	35.307	-0.093	-0.158	0.29
Si	1.364	12.266	35.318	-0.006	-0.018	0.136
Si	4.088	14.969	35.245	-0.055	-0.088	-0.019
Si	6.814	1.326	35.265	0.012	-0.081	0.06
Si	9.527	4.073	35.319	-0.032	-0.022	0.152
Si	6.795	6.75	35.27	-0.074	-0.004	0.349
Si	9.507	9.469	35.4	-0.217	0.199	0.551
Si	6.749	12.247	35.278	-0.003	0.152	0.132
Si	9.508	14.991	35.29	0.004	0.036	0.172
Si	12.27	1.382	35.316	-0.105	0.006	0.294
Si	14.979	4.074	35.4	0.16	-0.189	0.33
Si	12.23	6.803	35.37	0.066	0.06	0.235
Si	14.991	9.53	35.354	-0.011	-0.046	0.273
Si	12.277	12.256	35.379	-0.145	0.224	0.445
Si	15.023	15.004	35.329	-0.103	-0.136	0.261
Si	0.037	2.707	6.941	-0.153	0.235	-0.197
Si	2.767	0.009	6.899	-0.053	0.048	-0.126
Si	-0.024	8.171	6.992	0.021	0.081	-0.276
Si	2.749	5.432	6.897	-0.172	0.05	-0.437
Si	0.035	13.644	6.95	-0.122	-0.035	-0.176
Si	2.73	10.931	6.95	-0.029	-0.025	-0.163
Si	5.438	2.663	6.902	0.021	0.154	-0.143
Si	8.141	-0.012	6.927	0.009	0.031	-0.156
Si	5.452	8.159	6.828	0.013	-0.039	-0.495
Si	8.174	5.453	6.922	-0.022	0.023	-0.215
Si	5.429	13.626	6.902	0.098	0.014	-0.162
Si	8.152	10.894	6.883	0.337	-0.151	-0.501
Si	10.917	2.726	6.93	-0.013	-0.182	-0.256
Si	13.654	0.039	6.92	0.011	-0.024	-0.256
Si	10.886	8.131	7.024	0.067	-0.01	-0.15
Si	13.571	5.435	6.994	-0.003	0.126	-0.118
Si	10.899	13.648	6.893	0.08	-0.195	-0.49
Si	13.636	10.87	6.986	0.035	-0.041	-0.168
Si	1.406	4.091	8.283	-0.057	0.042	-0.207
Si	4.132	1.306	8.344	-0.023	0.027	-0.198
Si	1.37	9.553	8.299	-0.044	0.038	-0.181
Si	4.084	6.84	8.198	-0.054	0.067	-0.257
Si	1.426	15.012	8.284	-0.031	0.022	-0.201
Si	4.095	12.314	8.312	0.012	-0.04	-0.199
Si	6.746	4.126	8.208	-0.021	-0.006	-0.185
Si	9.549	1.338	8.243	0.005	0.008	-0.179
Si	6.863	9.451	8.179	0.067	-0.067	-0.274
Si	9.535	6.751	8.388	0.008	-0.006	-0.194
Si	6.787	14.956	8.324	-0.004	-0.008	-0.181
Si	9.534	12.271	8.221	0.035	-0.037	-0.219
Si	12.22	4.063	8.375	0.032	-0.011	-0.216
Si	14.969	1.42	8.331	-0.029	0.03	-0.218
Si	12.278	9.486	8.368	0.01	-0.006	-0.189
Si	14.922	6.818	8.349	0.022	-0.04	-0.194
Si	12.301	14.97	8.226	0.053	-0.028	-0.233
Si	14.99	12.278	8.309	0.005	0.004	-0.175
Si	0.092	0.1	9.601	0.02	0.007	-0.007
Si	2.857	2.822	9.643	-0.014	-0.015	-0.019
Si	-0.023	5.425	9.627	0.015	0.022	-0.005
Si	2.718	8.139	9.6	0.008	0.021	-0.013
Si	0.027	10.929	9.661	-0.001	-0.009	-0.011
Si	2.732	13.681	9.73	0.005	0.003	-0.029
Si	5.383	-0.139	9.803	0.039	0.021	-0.027
Si	8.106	2.735	9.472	0.003	-0.01	-0.009
Si	5.466	5.591	9.583	0.006	-0.036	-0.029
Si	8.193	8.192	9.689	-0.016	-0.016	-0.013
Si	5.551	10.844	9.445	0.009	0.043	-0.013
Si	8.228	13.617	9.641	-0.003	-0.002	-0.033
Si	10.959	-0.04	9.575	-0.038	-0.008	-0.025
Si	13.594	2.752	9.78	-0.006	-0.018	-0.02
Si	10.836	5.337	9.797	-0.009	0.01	-0.017
Si	13.586	8.11	9.821	0.019	0.022	-0.028
Si	10.913	10.952	9.591	-0.003	0	-0.008
Si	13.627	13.654	9.662	0.017	-0.005	-0.025
Si	1.436	1.536	10.942	-0.001	-0.007	0.001
Si	4.123	4.327	11.001	-0.002	0	0.001
Si	1.289	6.806	10.965	-0.008	-0.008	-0.007
Si	4.181	9.541	10.783	-0.001	-0.013	-0.007
Si	1.379	12.307	11.034	-0.012	-0.017	-0.008
Si	3.902	14.978	11.333	-0.013	0.004	-0.012
Si	6.928	1.26	10.836	0.011	0.012	-0.009
Si	9.307	3.989	11.051	0.003	-0.019	-0.013
Si	6.79	6.891	11.07	-0.014	0.016	-0.018
Si	9.622	9.584	10.962	0.01	0.007	-0.008
Si	6.984	12.06	10.857	-0.004	0.001	-0.011
Si	9.705	14.893	10.994	0.001	0.013	0.007
Si	12.173	1.32	11.047	0.014	-0.011	-0.017
Si	15.014	4.139	11.125	0.014	-0.001	-0.016
Si	12.253	6.601	11.215	0	0.003	-0.01
Si	15.005	9.601	11.036	0.008	0.001	-0.002
Si	12.228	12.271	11.026	-0.007	0.001	-0.003
Si	15.057	15.077	10.907	-0.018	0.016	0.006
Si	1.6	4.101	13.854	-0.001	0.005	-0.054
Si	2.663	0.285	12.45	-0.014	-0.001	-0.012
Si	0.087	8.276	12.35	0.009	-0.001	0.003
Si	2.711	5.62	12.397	-0.006	0.002	0.004
Si	-1.707	12.846	13.557	-0.009	0.004	0
Si	2.993	11.006	12.134	0.008	0.004	0.006
Si	5.791	3.613	12.492	0.003	-0.021	-0.025
Si	8.608	0.275	12.072	0	-0.001	-0.03
Si	6.462	10.129	13.634	-0.009	0.005	-0.026
Si	9.142	6.858	14.504	0.003	0.007	-0.053
Si	4.283	14.121	13.646	0.007	-0.017	-0.031
Si	8.319	10.913	12.416	-0.005	-0.008	0.007
Si	10.191	2.094	12.135	-0.008	0.001	-0.005
Si	15.307	1.263	13.598	0.002	-0.004	-0.037
Si	12.537	9.379	13.586	0.008	0.008	-0.039
Si	14.853	7.262	13.843	0.007	0.007	-0.042
Si	10.973	13.615	12.543	0.012	0	-0.009
Si	16.401	13.788	12.345	0.01	0	-0.001
Si	0.182	2.839	12.381	-0.001	-0.016	0.002
Si	4.023	2.332	14.482	-0.014	0.001	-0.054
Si	1.964	9.313	13.333	0.005	-0.022	-0.019
Si	3.266	7.475	15.751	-0.002	0	-0.071
Si	1.089	15.427	13.769	0.005	0.01	-0.014
Si	4.964	11.983	13.079	0.001	0.004	0.005
Si	7.68	5.145	12.382	0	-0.018	-0.029
Si	10.639	2.314	14.361	0.016	-0.004	-0.054
Si	5.46	8.368	12.383	-0.003	0	-0.002
Si	10.174	4.884	16.201	0.007	0.004	-0.056
Si	6.949	15.501	14.596	0.007	-0.011	-0.048
Si	9.444	12.385	13.939	0.002	0	-0.007
Si	13.382	3.055	14.886	0.017	-0.011	-0.057
Si	13.7	0.052	12.33	0.01	-0.005	0.007
Si	10.563	10.957	15.453	0.01	0.002	-0.033
Si	13.806	5.42	12.71	0.009	0.016	-0.014
Si	12.928	14.55	13.576	0.007	-0.011	-0.03
Si	13.682	11.024	12.376	-0.003	-0.005	-0.003
Si	21.482	6.717	20.09	-0.012	0.002	-0.071
Si	12.771	-16.547	21.434	0.006	-0.006	-0.068
Si	-3.385	7.537	24.435	-0.014	-0.001	-0.069
Si	4.053	9.337	29.845	0.007	-0.008	-0.013
Si	15.528	28.188	22.765	0.006	-0.002	-0.074
Si	-12.764	30.804	18.091	-0.005	-0.001	-0.085
Si	8.615	12.744	21.988	0.002	0.006	-0.069
Si	20.854	21.459	17.526	-0.009	0.014	-0.07
Si	11.62	1.254	23.775	0.007	-0.006	-0.079
Si	6.198	20.846	26.498	0.001	-0.005	-0.055
Si	10.965	24.556	12.285	0.01	0.012	-0.019
Si	26.805	3.535	21.976	-0.006	0.005	-0.058
Si	3.589	-8.812	13.482	-0.004	0.01	0.009
Si	22.436	9.866	25.462	0.004	0.008	-0.064
Si	14.074	2.338	25.345	-0.011	0.006	-0.068
Si	17.741	25.396	26.065	0.009	-0.009	-0.057
Si	3.042	13.073	25.446	0.012	-0.002	-0.074
Si	-0.207	0.144	25.517	-0.001	0.002	-0.057
Si	1.793	10.459	21.713	-0.005	-0.009	-0.074
Si	-3.754	11.83	26.697	0.012	-0.013	-0.065
Si	5.719	12.446	17.312	0.004	0.003	-0.074
Si	2.894	16.986	19.91	-0.007	0.001	-0.069
Si	15.321	14.848	17.797	-0.007	-0.01	-0.076
Si	13.041	-5.774	23.875	-0.011	-0.002	-0.071
Si	32.358	20.668	24.048	-0.007	0.006	-0.075
Si	19.824	10.08	17.422	-0.009	-0.001	-0.072
Si	33.027	17.387	18.514	0.001	-0.008	-0.053
Si	-1.351	12.442	15.835	0.006	-0.01	-0.058
Si	16.789	6.199	15.936	-0.006	0.007	-0.077
Si	32.08	6.757	25.624	-0.009	-0.006	-0.059
Si	12.025	12.055	16.94	0.002	0.002	-0.064
Si	17.233	-10.572	18.964	0.005	-0.004	-0.084
Si	8.595	-1.163	18.09	-0.003	-0.008	-0.077
Si	22.561	21.036	22.203	0.007	0.008	-0.073
Si	14.086	-6.731	28.169	0.009	0.016	-0.031
Si	-3.845	15.028	16.712	0.005	-0.008	-0.076
Si	7.982	9.217	16.127	0.004	0.015	-0.075
Si	-8.479	13.56	15.478	0.009	-0.004	-0.052
Si	10.289	0.913	16.82	0.005	-0.002	-0.058
Si	-4.087	44.526	19.898	-0.003	0.005	-0.089
Si	-9.861	-4.741	20.025	-0.001	-0.009	-0.071
Si	10.459	-1.904	20.451	0	-0.003	-0.079
Si	18.98	24.608	19.872	0.011	-0.002	-0.074
Si	19.802	12.559	20.517	0.005	0.004	-0.08
Si	18.725	30.451	15.197	-0.01	0.005	-0.058
Si	12.284	22.402	21.643	0.003	-0.011	-0.062
Si	25.113	-10.737	23.149	-0.008	-0.01	-0.071
Si	18.161	2.209	25.075	0.004	0.009	-0.061
Si	39.475	12.62	24.303	0.011	0.001	-0.071
Si	23.707	20.378	17.261	0.002	0.001	-0.068
Si	7.547	7.404	26.488	0.001	0.006	-0.038
Si	27.073	26.724	21.984	-0.005	0.001	-0.059
Si	17.641	11.173	15.781	-0.012	-0.009	-0.056
Si	21.088	2.901	23.995	0.007	-0.012	-0.086
Si	7.453	8.722	19.241	-0.009	0.01	-0.082
Si	-2.307	2.259	19.786	-0.004	0.002	-0.075
Si	9.806	7.628	21.028	-0.013	0.013	-0.063
Si	-6.021	23.08	25.659	-0.004	0.004	-0.067
Si	22.416	1.433	16.573	-0.009	-0.01	-0.068
Si	12.027	3.346	17.608	-0.003	0.007	-0.071
Si	8.074	19.449	20.174	-0.01	-0.008	-0.083
Si	30.965	13.663	20.545	-0.002	0.01	-0.086
Si	4.924	16.769	22.073	-0.006	-0.002	-0.081
Si	18.803	3.146	18.427	0.003	0.007	-0.048
Si	6.706	16.914	19.415	0.004	-0.007	-0.081
Si	15.06	4.933	21.072	0.005	-0.003	-0.08
Si	4.537	30.248	23.057	-0.004	0.007	-0.083
Si	39.803	14.875	26.362	0.001	-0.016	-0.064
Si	16.306	13.387	25.35	-0.004	-0.006	-0.072
Si	9.547	16.58	25.995	0.01	0.005	-0.069
O	-8.128	15.785	25.547	-0.003	-0.002	0.028
O	-9.078	-0.884	18.967	-0.01	0.008	0.036
O	3.256	-3.009	27.033	-0.011	0.007	0.06
O	14.095	2.354	26.969	-0.001	0.007	0.061
O	-9.322	-7.803	25.441	0.002	-0.008	0.029
O	21.874	42.878	26.952	-0.002	0.005	0.058
O	7.053	19.933	21.339	-0.014	0.014	0.033
O	4.651	18.045	15.845	0.016	-0.004	0.037
O	-4.643	4.568	21.748	-0.003	0	0.022
O	10.102	8.913	21.963	0.006	0.005	0.026
O	11.03	2.148	22.559	0.007	-0.015	0.034
O	3.499	11.571	25.094	-0.003	0.009	0.027
O	9.266	-12.987	28.707	0.005	0.009	0.032
O	12.265	-12.505	27.901	0.006	-0.003	0.015
O	-4.487	-5.739	20.814	-0.012	-0.015	0.051
O	6.268	2.113	12.082	-0.017	0.019	0.025
O	6.986	5.905	26.063	-0.01	-0.003	0.024
O	10.071	10.209	28.644	-0.003	-0.005	0.017
O	6.792	26.21	15.234	0.017	-0.013	0.036
O	24.519	-3.419	23.529	-0.019	-0.002	0.046
O	3.057	26.791	22.723	0.014	-0.004	0.048
O	7.662	3.924	18.843	0.007	-0.007	0.054
O	11.273	6.964	20.714	0.007	-0.005	0.022
O	10.827	5.461	26.496	0.014	-0.01	0.036
O	18.298	2.436	26.677	0.009	-0.009	0.056
O	6.295	7.612	19.394	-0.004	-0.008	0.029
O	10.967	-20.671	26.889	-0.006	0.002	0.035
O	12.931	10.662	27.772	0.004	-0.017	0.021
O	15.613	13.039	21.667	0.01	-0.023	0.057
O	9.739	14.613	19.045	0.019	-0.008	0.055
O	2.148	8.302	27.258	0.008	-0.008	0.032
O	23.607	3.453	27.071	0.006	-0.014	0.024
O	15.247	17.985	18.914	-0.014	0.009	0.026
O	15.485	14.256	19.3	-0.007	-0.012	0.052
O	16.73	10.802	22.465	-0.013	0.006	0.025
O	22.292	15.781	27.028	-0.017	0.015	0.042
O	1.698	9.039	20.94	-0.008	0.021	0.044
O	-0.756	13.738	16.645	0.003	0.024	0.045
O	6.935	-5.173	24.968	-0.005	-0.016	0.024
O	23.542	5.301	23.354	0.007	0.005	0.032
O	11.343	15.734	20.77	0.009	0.008	0.018
O	7.929	14.054	27.486	0.006	-0.015	0.042
O	-4.84	16.221	17	-0.007	0.01	0.024
O	7.932	1.548	19.842	0.005	0.01	0.024
O	0.788	21.234	15.02	-0.008	0.014	0.034
O	2.619	19.449	14.686	0.009	-0.008	0.019
O	3.562	13.509	21.83	0.011	0.01	0.052
O	-12.614	17.514	13.379	0.012	0.009	0.022
O	15.443	6.845	15.313	0.011	-0.013	0.036
O	10.804	2.284	17.48	0.005	0.006	0.027
O	13.14	19.745	16.433	-0.015	0.004	0.049
O	13.766	-3.933	19.997	0.009	0.008	0.03
O	9.915	17.501	15.266	-0.003	-0.007	0.041
O	8.957	6.483	21.801	-0.004	-0.015	0.034
O	11.634	9.884	14.845	-0.018	0.015	0.031
O	9.777	7.702	13.304	-0.017	-0.018	0.031
O	6.02	4.873	17.011	0	-0.001	0.021
O	8.517	14.093	16.884	0.008	0.021	0.057
O	16.219	0.097	14.307	0.006	-0.008	0.005
O	9.331	10.117	16.125	-0.015	-0.013	0.024
O	14.755	2.218	14.81	-0.016	0.013	0.029
O	11.375	-3.209	20.354	-0.004	0.005	0.026
O	13.397	1.089	20.707	-0.01	-0.017	0.033
O	4.88	-4.577	20.34	-0.013	0.003	0.033
O	9.559	11.456	21.828	0.001	0	0.022
O	18.519	11.593	20.641	-0.01	-0.008	0.034
O	30.004	-7.983	14.169	0.002	-0.005	0.011
O	25.952	3.352	20.607	0.018	0.006	0.043
O	23.067	12.168	18.534	0.005	-0.008	0.049
O	5.862	17.506	18.157	0.006	-0.005	0.049
O	13.78	15.322	17.634	0.009	0.001	0.025
O	13.324	4.347	13.896	-0.012	-0.014	0.019
O	-0.591	4.682	22.507	0.012	-0.007	0.062
O	12.838	2.971	18.938	0.02	-0.011	0.045
O	30.993	3.438	20.653	0.006	0.02	0.041
O	3.093	13.403	19.195	0	-0.019	0.049
O	1.384	14.894	28.014	0.005	-0.003	0.013
O	10.693	21.787	29.173	-0.011	-0.007	0.029
O	14.189	6.774	25.146	0.017	-0.002	0.029
O	16.067	12.753	26.835	0.009	-0.018	0.044
O	-2.622	24.54	27.397	0	0.001	0.038
O	6.746	16.486	15.863	-0.006	0.022	0.037
O	3.986	22.99	27.983	0.002	0	0.015
O	3.574	20.138	17.43	-0.008	-0.007	0.028
O	9.537	22.705	24.312	0.014	0.013	0.046
O	4.989	-2.439	17.529	-0.006	0.004	0.028
O	27.542	4.754	17.454	0.005	-0.002	0.028
O	18.112	4.412	19.161	-0.005	0.005	0.022
O	-6.97	14.122	21.597	-0.014	-0.011	0.036
O	18.206	12.559	15.149	0.002	-0.005	0.025
O	-10.471	-3.601	11.864	0.002	0.002	0.006
O	7.544	25.403	17.667	-0.007	-0.008	0.062
O	26.724	17.042	24.691	-0.022	-0.011	0.044
O	17.978	7.295	15.884	-0.002	-0.004	0.027
O	5.815	0.529	20.738	-0.018	-0.001	0.057
O	20.24	23.931	20.626	0.003	0.001	0.015
O	8.243	-10.661	13.846	0.005	0.012	0.014
O	25.219	-8.195	19.777	0.022	-0.011	0.046
O	37.569	20.382	22.858	-0.01	-0.015	0.045
O	16.063	11.266	16.087	0.007	0	0.022
O	2.1	10.847	17.142	0.017	-0.007	0.033
O	36.231	15.905	18.867	-0.005	0.017	0.039
O	14.073	27.469	22.766	-0.008	-0.007	0.039
O	5.468	-12.72	25.308	0.014	0.023	0.059
O	4.669	11.197	17.278	0.002	0.003	0.025
O	-4.581	13.649	17.112	0.002	0.003	0.022
O	14.688	3.729	24.763	-0.007	-0.011	0.028
O	-0.34	5.995	27.034	-0.002	-0.011	0.054
O	31.771	-6.053	27.64	0	0.007	0.011
O	25.808	20.477	23.078	-0.002	0.009	0.028
O	-8.108	-8.56	15.454	-0.005	0.006	0.027
O	21.562	15.329	22.729	-0.001	-0.014	0.025
O	18.108	7.12	19.136	0.006	0.01	0.03
O	3.27	2.454	24.408	-0.018	-0.001	0.027
O	18.694	9.128	24.779	-0.018	-0.007	0.035
O	-0.497	31.253	25.198	0.002	0.004	0.022
O	-2.562	5.913	21.046	-0.013	0.007	0.027
O	3.766	-7.426	16.341	0.001	0.024	0.043
O	10.427	-12.578	15.07	-0.004	0.015	0.034
O	16.084	5.678	20.079	-0.025	-0.008	0.049
O	17.189	3.254	24.325	0.009	-0.011	0.024
O	2.924	-12.94	28.84	0	-0.007	0.014
O	21.929	29.032	23.234	0.008	-0.005	0.038
O	11.621	7.644	25.369	-0.006	-0.004	0.027
O	14.965	17.401	24.88	0.006	-0.003	0.026
O	1.518	9.945	14.777	-0.005	0.024	0.038
O	6.986	26.381	20.064	0	0.008	0.021
O	12.484	16.426	23.013	-0.012	0.014	0.047
O	19.732	16.818	21.453	0.016	0	0.044
O	32.849	-10.563	24.614	-0.002	0.016	0.027
O	8.741	24.532	29.334	0.016	0.01	0.021
O	28.57	1.998	14.451	0	0.007	0.021
O	35.294	14.559	16.763	0.016	0.002	0.061
O	11.511	10.625	23.378	0.022	0.002	0.04
O	16.054	16.65	27.127	0.004	-0.006	0.047
O	24.246	32.532	13.507	-0.015	-0.011	0.038
O	37.788	19.752	13.973	-0.003	-0.005	0.021
O	22.94	12.575	15.953	-0.02	-0.007	0.041
O	7.163	18.976	16.48	0.003	0.009	0.024
O	16.395	24.578	25.665	0.005	0.005	0.022
O	4.579	5.62	19.055	0.009	0.015	0.05
O	-17.063	12.469	24.248	0.01	0.019	0.05
O	22.835	-2.558	25.383	0.004	0.022	0.043
O	-3.055	-3.1	27.13	0.002	0.012	0.033
O	3.267	18.508	19.457	0.004	-0.013	0.027
O	4.917	25.892	24.413	0.009	-0.002	0.023
O	17.597	16.881	19.79	0.011	-0.004	0.021
O	1.292	2.194	17.773	0.002	-0.002	0.023
O	13.466	9.026	24.122	0	-0.008	0.021
O	17.588	-5.713	26.526	-0.011	0.014	0.041
O	8.999	16.638	17.539	-0.005	-0.007	0.028
O	13.078	11.427	25.234	-0.007	0.014	0.053
O	17.861	-3.013	25.028	-0.002	-0.002	0.025
O	-10.859	-17.481	14.021	0.004	0.01	0.015
O	20.362	17.482	27.787	0.003	-0.011	0.019
O	3.32	-6.979	18.853	-0.009	-0.018	0.051
O	12.458	6.751	23.104	0.007	0.017	0.058
O	0.245	5.765	17.477	0.007	-0.007	0.062
O	3.914	6.278	16.601	0.015	-0.029	0.05
O	32.688	16.082	17.603	0.004	0.013	0.028
O	12.858	14.996	15.153	-0.009	0.009	0.065
O	13.566	28.253	16.426	-0.015	0.003	0.03
O	9.177	23.833	26.511	-0.017	0.003	0.024
O	23.667	28.823	21.038	0.016	0.009	0.037
O	5.791	22.291	21.331	0.014	-0.018	0.04
O	13.762	14.847	21.239	-0.004	0.01	0.026
O	11.406	17.013	28.811	0.008	0.003	0.017
O	26.682	6.285	15.423	0.003	-0.01	0.023
O	21.626	17.881	23.216	0	0.022	0.039
O	17.545	0.7	24.922	-0.006	-0.003	0.025
O	24.969	4.827	16.664	-0.017	-0.005	0.026
O	28.922	2.126	24.738	0.017	0.007	0.035
O	10.499	15.586	26.867	0.012	-0.01	0.037
O	11.922	44.036	18.399	0.006	0.002	0.075
O	9.02	1.474	26.927	-0.014	0.013	0.033
O	20.152	14.11	24.49	-0.016	-0.009	0.049
H	2.222	0.525	36.212	-0.382	0.291	-0.205
H	0.57	2.159	36.212	0.175	-0.24	-0.358
H	3.274	4.862	36.226	0.139	-0.264	-0.311
H	4.893	3.195	36.226	-0.377	0.233	-0.215
H	0.52	7.631	36.321	0.187	-0.449	-0.211
H	2.173	5.997	36.321	-0.079	0.368	-0.196
H	3.254	10.4	36.239	0.375	-0.283	-0.231
H	4.882	8.741	36.239	-0.14	0.245	-0.255
H	2.195	11.454	36.25	-0.346	0.273	-0.252
H	0.557	13.103	36.25	0.336	-0.263	-0.275
H	4.909	14.146	36.177	-0.337	0.293	-0.263
H	3.282	15.806	36.177	0.284	-0.324	-0.285
H	7.633	0.501	36.198	-0.36	0.341	-0.247
H	5.981	2.136	36.198	0.261	-0.277	-0.293
H	10.362	3.264	36.251	-0.322	0.237	-0.268
H	8.714	4.903	36.251	0.268	-0.336	-0.237
H	7.641	5.954	36.203	-0.388	0.251	-0.225
H	5.993	7.591	36.203	0.139	-0.259	-0.249
H	10.341	8.659	36.333	-0.399	0.26	-0.242
H	8.706	10.311	36.333	0.056	-0.376	-0.161
H	5.945	13.087	36.211	0.226	-0.459	-0.187
H	7.586	11.44	36.211	-0.209	0.15	-0.336
H	10.344	14.184	36.222	-0.231	0.189	-0.312
H	8.675	15.801	36.222	0.389	-0.341	-0.2
H	11.445	2.201	36.249	0.4	-0.198	-0.222
H	13.104	0.573	36.249	-0.365	0.154	-0.259
H	14.143	4.882	36.333	0.225	-0.271	-0.284
H	15.808	3.259	36.333	-0.295	0.235	-0.161
H	13.044	5.973	36.303	-0.285	0.208	-0.276
H	11.403	7.62	36.303	0.358	-0.31	-0.256
H	14.164	10.347	36.286	0.308	-0.254	-0.262
H	15.8	8.695	36.286	-0.219	0.399	-0.253
H	13.09	11.426	36.312	-0.263	0.307	-0.251
H	11.459	13.082	36.312	0.365	-0.14	-0.158
H	14.201	15.825	36.261	0.325	-0.187	-0.267
H	15.84	14.177	36.261	-0.258	0.374	-0.232
H	0.847	1.873	6.009	-0.352	0.208	0.3
H	-0.791	3.522	6.009	0.308	-0.131	0.193
H	1.923	0.808	5.966	0.342	-0.212	0.252
H	3.573	-0.828	5.966	-0.248	0.412	0.262
H	0.8	7.352	6.06	-0.257	0.161	0.304
H	-0.833	9.006	6.06	0.323	-0.391	0.21
H	1.92	6.247	5.964	0.254	-0.227	0.187
H	3.536	4.577	5.964	-0.243	0.281	0.254
H	0.842	12.808	6.018	-0.296	0.31	0.253
H	-0.782	14.471	6.018	0.301	-0.264	0.26
H	3.546	10.103	6.017	-0.163	0.296	0.306
H	1.899	11.743	6.017	0.313	-0.316	0.232
H	6.272	1.853	5.97	-0.279	0.395	0.254
H	4.607	3.475	5.97	0.081	-0.431	0.253
H	7.323	0.813	5.994	0.339	-0.339	0.262
H	8.975	-0.822	5.994	-0.384	0.16	0.273
H	4.64	8.99	5.896	0.311	-0.163	0.228
H	6.254	7.317	5.896	-0.373	0.226	0.191
H	7.327	6.25	5.989	0.452	-0.11	0.269
H	8.987	4.623	5.989	-0.221	0.291	0.265
H	4.608	14.449	5.97	0.408	-0.262	0.261
H	6.233	12.787	5.97	-0.271	0.267	0.285
H	7.316	11.701	5.951	0.253	-0.285	0.284
H	8.953	10.052	5.951	-0.104	0.387	0.117
H	11.742	1.907	5.997	-0.248	0.362	0.242
H	10.082	3.535	5.997	0.299	-0.197	0.284
H	14.476	-0.782	5.987	-0.188	0.378	0.244
H	12.82	0.848	5.987	0.313	-0.272	0.255
H	11.713	7.314	6.091	-0.357	0.33	0.225
H	10.052	8.94	6.091	0.184	-0.21	0.323
H	14.406	4.627	6.062	-0.217	0.148	0.309
H	12.758	6.265	6.062	0.29	-0.405	0.207
H	11.717	12.822	5.961	-0.262	0.219	0.186
H	10.063	14.455	5.961	0.354	-0.226	0.237
H	12.822	11.7	6.053	0.112	-0.294	0.308
H	14.462	10.053	6.053	-0.338	0.369	0.216

Results
free energy: -284444.216 eV
free energy less fixed offsets of H -15.71, O -570.45, Si -639.56 eV per atom: 0.264 eV

The program warned: the cutoff lies below the one the program advises for these potential files; the forces do not sum to zero within the program's tolerance; empty levels may hold ghost states of the PAW files; the exchange-correlation potential is rough where the density is thin.
